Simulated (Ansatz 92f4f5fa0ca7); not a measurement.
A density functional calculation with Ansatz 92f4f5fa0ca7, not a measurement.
Periodic cell of 256 atoms, Si144O112, from a study of silicon, its oxide and their interface. The atomic structure is a simulated model.
Doubt: the cutoff is far below the 930 eV that the study's wrapper takes by default for these files, so forces and energies are approximate.
This geometry differs little from another in the collection (a relaxation step or a small displacement).

Settings: functional PBE; potential files Ansatz PAW; basis plane waves; wave-function cutoff 580 eV; density cutoff ratio 5; exchange-correlation grid ratio 1; k mesh 1 x 1 x 1, Gamma-centred; self-consistency stop 5e-08 eV per atom in the density residual; occupations fixed; spin none; net charge 0.

Cell vectors (angstrom)
a, 10.938, 0, 0
b, 0, 10.938, 0
c, -2.041, -3.4872, 36.6686

Atoms and the computed forces on them: element, x, y, z (angstrom), force x, y, z (eV/angstrom)
Si, -0.395, -5.1119, 29.2839, -0.02, 0.0167, 0.0361
Si, 2.2762, -2.4453, 29.1419, -0.0116, 0.0223, 0.0315
Si, -1.0416, 0.9165, 29.2663, 0.021, -0.0066, 0.0168
Si, 1.828, -7.3256, 29.2264, 0.014, -0.0243, 0.0175
Si, -6.4171, -4.6886, 29.1058, 0.0208, -0.012, 0.0326
Si, -3.5906, -1.8485, 29.1278, 0.0153, -0.0216, 0.0306
Si, 5.1419, 0.4058, 29.2128, -0.027, 0.0162, 0.03
Si, -3.2733, -7.7794, 29.2653, -0.0098, 0.0083, 0.0109
Si, 0.739, -3.5166, 30.5673, -0.0104, 0.0032, -0.0059
Si, 3.4437, -0.779, 30.4014, -0.0002, 0.0019, -0.0041
Si, 0.674, -8.9524, 30.4895, 0.0003, -0.0053, -0.0038
Si, 3.4136, -6.2007, 30.5429, 0.0027, -0.0043, -0.006
Si, -4.7823, -3.4932, 30.3892, -0.0009, -0.0002, -0.002
Si, -2.0732, -0.7453, 30.5571, 0.0019, -0.0095, -0.0064
Si, 6.1799, 1.9597, 30.6191, -0.0099, 0, -0.0054
Si, -2.0473, -6.221, 30.5386, 0.0037, 0.0097, -0.0021
Si, -0.6652, -2.1232, 31.8733, 0.0016, 0.0002, 0.0076
Si, 2.0744, 0.5947, 31.8223, 0.0005, -0.0004, 0.0077
Si, -0.6765, -7.5958, 31.9009, -0.0012, -0.0045, 0.0121
Si, 2.0786, -4.8599, 31.942, 0.0004, -0.0006, 0.0094
Si, 4.8007, -2.1303, 31.8372, 0.0011, -0.0037, 0.0028
Si, 7.541, 0.6048, 31.9559, 0.0078, 0.0034, 0.0141
Si, 4.7802, 3.3542, 31.891, -0.0004, 0.0045, 0.0106
Si, -3.4272, -4.8268, 31.8452, -0.007, 0.0023, 0.0108
Si, -2.041, -3.4872, 33.2504, -0.0798, 0.0333, -0.1665
Si, 0.6935, -0.7527, 33.2504, 0.1216, 0.06, -0.2254
Si, -2.041, 1.9818, 33.2504, 0.1772, 0.0357, 0.408
Si, 0.6935, -6.2217, 33.2504, -0.0646, -0.0921, 0.2493
Si, 3.428, -3.4872, 33.2504, 0.2688, 0.1778, 0.1485
Si, 6.1625, -0.7527, 33.2504, -0.2158, -0.2485, 0.1283
Si, 3.428, 1.9818, 33.2504, -0.1648, -0.136, -0.1731
Si, 6.1625, -6.2217, 33.2504, 0.0156, 0.1412, -0.1619
Si, 1.3673, -1.3673, 3.418, 0.026, 0.002, 0.2056
Si, 4.1018, 1.3673, 3.418, -0.0362, -0.0333, 0.2588
Si, 1.3673, 4.1018, 3.418, -0.0309, -0.0414, -0.1801
Si, 4.1018, -4.1018, 3.418, -0.1091, 0.1385, -0.4568
Si, 6.8362, -1.3673, 3.418, -0.017, -0.0017, -0.2161
Si, -1.3673, 1.3673, 3.418, 0.1007, -0.0049, -0.3897
Si, 6.8362, 4.1018, 3.418, 0.032, -0.0165, 0.0261
Si, -1.3673, 6.8362, 3.418, 0.0271, 0.0067, 0.242
Si, 2.7283, -0.0028, 4.826, 0.0009, 0, -0.0077
Si, 5.4777, 2.7395, 4.7977, 0.0005, -0.0009, -0.0025
Si, 2.7199, 5.5008, 4.7411, -0.0005, 0.0059, -0.0078
Si, 5.4261, -2.7087, 4.7476, -0.0043, 0.008, -0.0066
Si, -2.7064, -0.0098, 4.7433, -0.0077, 0.0014, -0.0075
Si, 0.0122, 2.707, 4.7625, -0.0044, 0.0012, -0.0112
Si, 8.1998, 5.4596, 4.8004, -0.0003, 0.0024, -0.0034
Si, 0.0059, -2.731, 4.8177, -0.0013, 0.0006, -0.0083
Si, 1.3408, 1.3532, 6.1984, 0.0118, -0.0092, -0.0005
Si, 4.0821, 4.1574, 6.0935, 0.0141, -0.0104, -0.0024
Si, 1.3971, -4.0941, 6.1775, -0.0045, 0.003, 0.011
Si, 4.0945, -1.3769, 6.2019, 0.0036, 0.0006, 0.0074
Si, -4.0477, 1.3474, 6.1096, -0.0027, 0.0041, 0.0127
Si, -1.3441, 4.059, 6.1323, -0.0054, 0.0036, 0.0134
Si, 6.7704, -4.0825, 6.0848, 0.0066, -0.0148, -0.0036
Si, -1.358, -1.3357, 6.1683, 0.0089, -0.0138, -0.0027
Si, -0.224, 0.2009, 7.5909, 0.0153, -0.0151, 0.0012
Si, 2.5083, 3.0179, 7.3901, 0.0127, -0.0144, -0.0054
Si, 0.2589, -5.7376, 7.419, -0.0411, 0.0346, -0.0284
Si, 2.9584, -2.9631, 7.5721, -0.0209, 0.0208, -0.025
Si, 5.7565, -0.2244, 7.428, -0.0269, 0.0256, -0.0365
Si, -2.4531, 2.4447, 7.4597, -0.0367, 0.0357, -0.0446
Si, 5.1931, 5.7404, 7.4448, 0.0141, -0.0129, -0.001
Si, -3.0217, -2.4921, 7.3507, 0.0224, -0.0176, 0.0676
Si, -0.6738, -4.8545, 34.6176, 0.0005, -0.0562, -0.0121
Si, 2.0607, -2.12, 34.6176, 0.0508, 0.0151, -0.025
Si, -0.6738, 0.6145, 34.6176, 0.0046, 0.0858, -0.0007
Si, 2.0607, 3.349, 34.6176, -0.0842, -0.0365, 0.0025
Si, 4.7952, -4.8545, 34.6176, 0.0173, 0.0613, -0.0008
Si, -3.4083, -2.12, 34.6176, -0.036, 0.0042, 0.0019
Si, 4.7952, 0.6145, 34.6176, -0.0243, -0.066, -0.0208
Si, 7.5297, 3.349, 34.6176, 0.0543, 0.0032, -0.0223
Si, 0.6935, -3.4872, 35.9849, 0.0077, 0.0299, -0.0305
Si, 3.428, -0.7527, 35.9849, -0.024, 0.0333, -0.0155
Si, 0.6935, 1.9818, 35.9849, 0.0205, -0.0327, 0.0016
Si, 3.428, -6.2217, 35.9849, 0.0229, -0.0015, -0.0225
Si, -4.7755, -3.4872, 35.9849, 0.0209, -0.0451, -0.0047
Si, -2.041, -0.7527, 35.9849, 0.0173, -0.0067, -0.0189
Si, 6.1625, 1.9818, 35.9849, -0.0117, 0.0111, -0.0364
Si, -2.041, -6.2217, 35.9849, -0.0402, -0.0039, -0.0164
Si, 1.3673, 1.3673, 0.6835, 0.0064, -0.0342, 0.0227
Si, 4.1018, 4.1018, 0.6835, 0.0205, -0.0101, 0.0259
Si, 1.3673, 6.8362, 0.6835, -0.0054, 0.0308, 0.0129
Si, 4.1018, -1.3673, 0.6835, -0.045, -0.0014, 0.0139
Si, 6.8362, 1.3673, 0.6835, -0.0155, 0.0277, 0.0073
Si, -1.3673, 4.1018, 0.6835, -0.0188, 0.0277, 0.0103
Si, 6.8362, -4.1018, 0.6835, 0.0166, -0.0322, 0.0176
Si, -1.3673, -1.3673, 0.6835, 0.0299, 0.0016, 0.0269
Si, 0, 0, 2.0507, -0.0225, 0.0364, 0.0026
Si, 2.7345, 2.7345, 2.0507, -0.0046, 0.0483, 0.0107
Si, 0, 5.469, 2.0507, -0.0097, -0.0503, 0.0093
Si, 2.7345, -2.7345, 2.0507, 0.0386, -0.0431, -0.0138
Si, 5.469, 0, 2.0507, 0.0517, -0.0041, 0.0032
Si, 8.2035, 2.7345, 2.0507, 0.0241, -0.011, 0.0052
Si, 5.469, 5.469, 2.0507, -0.0059, 0.0278, 0.0186
Si, 8.2035, -2.7345, 2.0507, -0.0533, -0.0055, 0.0102
Si, 0.6281, -8.5324, 22.5903, 0.0008, -0.003, -0.0056
Si, 4.13, 4.1886, 14.2835, -0.0062, 0.0061, 0.0045
Si, 0.0271, -4.9183, 16.3388, 0.004, -0.0027, 0.0035
Si, -1.0794, -5.2824, 19.1044, -0.0031, 0.0018, -0.002
Si, -2.4924, -4.3693, 14.6403, 0.0003, -0.0043, 0.0123
Si, 1.7452, -2.0029, 21.5697, -0.0019, 0.0011, -0.0069
Si, 5.5787, -0.8749, 23.1994, 0.0007, -0.0008, -0.0073
Si, 3.3195, -5.242, 23.8453, -0.0009, -0.0001, -0.0044
Si, 1.7871, -0.8468, 26.6092, -0.0038, 0.0023, 0.0154
Si, -2.889, 0.5484, 24.2699, 0.0026, -0.0018, -0.003
Si, 1.7112, -1.0492, 9.785, -0.0052, -0.0072, -0.0056
Si, -3.7702, -2.4701, 20.9827, 0.0013, -0.0058, -0.0026
Si, 4.5013, 1.6337, 22.0107, 0, -0.0003, -0.0019
Si, 5.601, -4.1789, 14.6831, -0.0071, -0.0039, 0.0075
Si, 1.5186, 1.7466, 17.8012, 0.0015, 0.0001, 0.0034
Si, 7.21, -2.029, 13.6801, -0.006, -0.004, 0.0077
Si, 0.972, -7.0082, 19.9446, 0.0004, 0.0026, -0.007
Si, -0.4623, -0.215, 16.8556, 0.0002, -0.0015, 0.0086
Si, 4.5363, -2.5545, 17.0613, -0.0032, 0.0019, 0.0044
Si, 5.9832, 2.5998, 16.3454, -0.0028, 0.0012, 0.0088
Si, 1.6311, -2.2832, 15.656, 0.0025, -0.004, 0.0093
Si, 5.2037, -4.3001, 19.467, 0.0004, 0.0001, -0.0035
Si, 7.3379, 1.1312, 13.8551, 0.0011, 0.0013, 0.0076
Si, 5.5335, 0.1448, 18.0409, 0.0011, -0.0015, 0.0014
Si, 1.3289, 3.3142, 15.2634, -0.0009, 0.0024, 0.0046
Si, -1.0291, -3.485, 21.802, -0.0014, 0.0027, -0.0068
Si, 2.7015, -4.7933, 20.9026, 0.0018, 0.0001, -0.0092
Si, -3.8415, -7.8472, 21.4326, 0.0017, 0.0008, -0.0026
Si, 3.2941, 1.7442, 27.1965, -0.0054, 0.0002, 0.0074
Si, 7.0663, 4.3173, 9.6128, 0.0018, 0.0022, -0.0057
Si, -1.5739, -3.1776, 12.2687, 0.0062, 0.001, -0.0007
Si, 3.0661, -8.1282, 24.3018, 0.0063, -0.0074, 0.0119
Si, -1.632, 0.9434, 21.5523, 0.0012, -0.0014, -0.0054
Si, -2.2527, -3.7665, 27.1119, -0.0103, 0.0009, 0.0089
Si, -1.6646, -4.4021, 9.5353, -0.0083, 0.0316, -0.0123
Si, -1.4175, -7.88, 24.745, 0.0021, 0.0032, 0.0004
Si, 3.2503, -2.3181, 24.3275, -0.0053, 0.0073, 0.003
Si, -4.5568, -6.0123, 27.0102, -0.0007, 0.0053, 0.0016
Si, -1.8917, -4.7903, 24.4164, 0.0034, 0.0036, 0.0008
Si, -3.8963, -6.3876, 18.5582, -0.0004, 0.0049, -0.0008
Si, -4.5945, -5.8876, 23.9095, -0.0012, -0.0064, 0.0061
Si, 0.8255, -1.2822, 12.8645, 0.0093, 0.0019, -0.0019
Si, 5.5067, 2.7084, 11.8421, 0.0018, -0.0007, -0.0021
Si, -0.7129, 0.522, 26.2186, 0.0119, -0.0076, 0.018
Si, -2.619, -0.5534, 18.96, -0.0004, 0.0001, -0.0011
Si, 3.1635, 0.2883, 19.851, -0.0021, -0.0038, -0.0049
Si, 3.9564, 1.2326, 9.5535, 0.0029, -0.0086, -0.0089
Si, -0.5983, 1.1699, 14.0726, 0.002, 0.0056, 0.0063
O, 8.1564, -2.7477, 14.8425, 0.0006, 0.0003, -0.0042
O, 6.8408, -1.3708, 7.9351, 0.0257, -0.0259, 0.0191
O, -2.7987, -2.3699, 27.763, 0.003, -0.0011, -0.0108
O, 4.8286, -2.105, 23.9531, 0.0013, -0.0032, 0.0051
O, 4.6926, 1.3241, 27.9107, 0.0062, 0.0026, -0.0086
O, 5.8773, 5.0234, 8.7533, 0.0094, -0.0057, 0.0108
O, 5.8168, -5.3425, 18.3905, 0.0009, -0.0016, 0.0032
O, 4.3545, -5.1264, 14.2489, 0.0011, -0.0063, -0.0001
O, 4.0915, -4.0929, 8.0208, 0.0041, -0.0046, 0.0191
O, 1.3794, 4.0996, 7.9434, 0.0178, -0.0193, 0.0252
O, 2.4827, -5.2209, 22.4507, 0.0022, -0.001, 0.01
O, -4.7064, -0.7146, 28.6491, -0.0009, -0.0026, -0.0223
O, 3.41, -3.551, 28.641, 0.009, -0.0032, -0.0189
O, -3.8407, 0.3908, 18.4515, 0.001, -0.0019, 0.0022
O, 1.4733, -1.9425, 27.7821, -0.006, 0.0021, -0.0156
O, 2.594, -7.8954, 27.8796, 0, 0.0043, -0.002
O, -4.6374, -1.4048, 21.8468, -0.0064, 0.0049, 0.0076
O, -2.3784, -3.2592, 8.642, -0.0039, -0.0101, -0.0227
O, -1.351, 1.3402, 8.0349, 0.0177, -0.0152, 0.0285
O, 4.195, -8.1507, 23.1201, 0.0001, -0.0004, -0.0004
O, 7.7548, 3.1064, 8.7715, -0.0099, 0.0069, 0.0255
O, 3.3126, 2.4545, 8.7016, -0.002, -0.0042, 0.0116
O, -0.6041, -8.7958, 25.8603, -0.0051, 0.006, 0.0008
O, 2.2957, -1.8602, 23.0921, 0.0021, -0.0013, 0.0034
O, -4.7792, -6.4754, 25.4507, 0.0017, -0.0016, -0.0119
O, -1.0478, -3.6202, 10.8131, -0.0139, -0.0185, -0.0271
O, -3.4575, -4.7174, 23.9464, -0.0013, -0.0003, 0.0019
O, 5.3699, -3.6218, 16.1833, 0.0029, -0.0016, -0.0038
O, 6.9397, 3.4675, 17.3505, -0.0031, -0.0022, -0.0009
O, 4.47, -3.1236, 18.5979, -0.0003, -0.0031, 0.0037
O, 0.1426, -2.3413, 21.6955, 0.0027, -0.0015, 0.0033
O, 2.2877, -2.347, 8.9588, 0.0004, 0.0039, 0.0161
O, 5.2104, 0.5433, 8.7761, -0.0103, 0.0066, 0.0192
O, 1.6651, -5.5467, 19.9229, 0.0029, -0.002, 0.0061
O, 7.0342, -0.4659, 14.0144, 0.0016, 0.0024, -0.0021
O, 7.9794, -2.2774, 12.2407, -0.0017, -0.0003, 0.0017
O, 4.4278, 0.1776, 22.731, 0.0007, -0.001, 0.0037
O, 5.0045, -5.4692, 27.72, -0.001, -0.0012, -0.0078
O, -4.6551, -3.7659, 20.5733, 0.0032, 0.0026, 0.0048
O, 2.5038, 0.6166, 18.4051, 0.0002, -0.0011, 0.0049
O, -1.484, -4.9615, 15.7345, -0.0037, 0.0032, -0.0052
O, -2.4865, -2.7849, 21.9205, 0.0022, -0.002, 0.0028
O, -0.4336, -2.2879, 12.9909, -0.0085, -0.0067, -0.0004
O, -2.5492, -5.4873, 18.4648, 0, -0.0022, 0.0035
O, -0.0305, 1.1131, 21.8477, 0.0017, 0.0013, 0.0035
O, 1.7749, -8.9171, 23.6806, -0.0063, 0.0007, -0.0004
O, 6.9769, -5.0953, 14.6981, 0.0039, -0.0009, -0.0003
O, 0.1801, 2.5763, 14.3647, -0.0016, -0.0054, -0.0005
O, -4.3808, -0.0873, 24.2505, -0.0015, 0.0012, 0.0074
O, -2.1384, -8.8788, 28.8088, -0.0023, 0.0041, -0.0108
O, 1.8152, -1.7186, 14.1139, -0.0015, 0.0007, 0.0004
O, -3.5074, -4.7881, 27.1185, 0.0012, 0.0005, 0.0059
O, -0.8989, -4.4356, 23.1512, -0.0003, -0.0035, 0.0053
O, -0.4166, -5.0969, 8.771, -0.0098, 0.0146, 0.0255
O, 1.4366, -1.4315, 11.3529, -0.001, -0.0009, 0.0069
O, 3.0669, -2.3642, 16.4009, -0.004, 0, -0.0021
O, 4.4661, 1.8457, 10.9518, 0.0043, 0.0053, 0.0037
O, -3.9913, -7.0348, 20.0462, -0.001, -0.0035, 0.0058
O, -1.6684, -6.2977, 25.1036, -0.0013, -0.0013, 0.0032
O, 0.6992, -6.2235, 28.717, 0.0035, -0.0038, -0.022
O, 0.5252, -0.402, 25.6693, -0.0078, 0.0029, -0.0029
O, -0.5938, -6.7777, 19.5703, 0.0032, -0.0025, 0.0026
O, 3.5795, -8.9031, 25.6258, -0.0014, 0.0039, -0.0094
O, -1.6907, -3.6491, 25.5787, 0.0056, -0.0032, -0.0084
O, 0.3448, 0.2694, 13.0838, -0.0024, -0.0006, 0.0002
O, 4.6625, 3.6011, 12.8823, 0.0029, -0.0023, 0.0021
O, 2.9993, -3.8908, 24.696, -0.0002, -0.0018, 0.0064
O, -2.2253, 0.1338, 22.8352, -0.0026, 0.0016, 0.0073
O, 5.7929, -2.8771, 13.6807, 0.0046, 0.0047, -0.0024
O, 4.1779, -5.1633, 20.38, -0.0099, -0.0009, 0.0058
O, 3.4025, 1.6097, 20.8031, 0.0022, 0.0031, 0.0076
O, -2.0588, 1.4614, 13.4115, -0.0042, -0.0014, 0.0009
O, 4.9007, 3.5427, 15.5708, 0.0017, -0.0015, -0.0052
O, 4.6694, -0.1923, 19.405, -0.0013, 0.0018, 0.0034
O, -0.6307, 0.2663, 27.8177, -0.003, 0.0002, -0.0122
O, 2.4773, -3.2022, 20.763, -0.0028, 0.0001, 0.0096
O, -3.9745, -7.2741, 27.8599, 0.0018, -0.0037, -0.0003
O, 8.1919, 5.4207, 10.0127, -0.0029, 0.0061, -0.0032
O, -1.0367, -4.3387, 20.4215, -0.0007, 0.0042, 0.0076
O, 6.4233, 1.6461, 12.6343, -0.0045, 0.0039, 0.0002
O, 0.0346, 1.0759, 17.7323, -0.0016, -0.002, -0.0019
O, 0.9375, -3.7651, 15.6377, -0.002, 0.0022, 0.0022
O, 1.9573, 2.2153, 16.3062, -0.0003, 0.001, 0.0001
O, 2.5342, 3.8777, 14.3391, 0.0053, -0.0024, 0
O, 2.2939, 0.4841, 27.3965, 0.0013, -0.0025, -0.0029
O, 5.3359, -1.1311, 17.0447, 0.0002, 0.0007, 0.0026
O, -0.5301, -7.7422, 23.3965, -0.0012, 0.0022, 0.005
O, -2.8008, -8.7456, 24.4576, -0.0022, -0.0015, 0.0048
O, -0.982, 0.338, 15.4236, 0.0005, 0.0006, -0.0058
O, -1.833, -4.5376, 13.1488, 0.0002, 0.0007, -0.0003
O, 2.827, 0.1159, 9.8171, 0.0116, 0.0105, 0.002
O, -3.2755, -1.9195, 19.5316, -0.0002, 0.0003, 0.0051
O, -4.0747, -6.9111, 22.7458, 0.0007, 0.0017, 0.0014
O, 2.9478, -1.418, 25.6364, 0.0051, -0.0056, -0.0065
O, 1.2183, -7.583, 21.4318, -0.0014, -0.0045, 0.0099
O, -1.6508, -0.9202, 17.7071, -0.0021, 0.0007, 0.0025
O, -1.0167, -4.3455, 27.9814, 0.003, 0.0017, -0.012
O, 5.9969, 1.8872, 21.4408, -0.002, -0.0004, 0.0049
O, 0.3848, -0.4856, 8.981, -0.0011, 0.0069, 0.0014
O, -0.1265, -4.64, 17.9391, -0.0014, -0.0013, 0
O, 0.7204, -1.2853, 16.5689, 0.0013, -0.0008, -0.0031
O, 6.4343, 3.7077, 10.9654, -0.0025, -0.0024, -0.0016
O, 6.9575, 1.8602, 15.2636, 0.0003, -0.0048, -0.0078
O, 4.9077, -5.2685, 23.4897, -0.0019, 0.0023, 0.0031
O, 2.1625, -0.7065, 20.6686, -0.0023, -0.0048, 0.0069
O, 1.6143, -7.9286, 18.7954, -0.0025, 0.0036, 0.007
O, 5.1303, 1.512, 17.2354, 0.001, 0.0022, -0.0021
O, -2.0672, -0.0774, 25.5315, -0.003, -0.002, 0.0017
O, -1.7714, 0.1401, 20.1589, 0.0005, 0.0024, 0.006
O, 2.8107, -6.5567, 24.6726, -0.0025, 0.0016, 0.0047
O, -2.3734, -8.5469, 21.4297, 0.0009, -0.0017, 0.0045
O, 0.6838, 4.5523, 16.0966, -0.0009, 0.002, -0.0004

Results
free energy: -155248.395 eV
free energy less fixed offsets of O -568.88, Si -635.61 eV per atom: -5.995 eV

The program warned: the cutoff lies below the one the program advises for these potential files; the forces do not sum to zero within the program's tolerance; the exchange-correlation potential is rough where the density is thin.
